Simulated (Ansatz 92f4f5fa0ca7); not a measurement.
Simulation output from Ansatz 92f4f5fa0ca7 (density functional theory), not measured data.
Periodic cell of 186 atoms, Si104O82, from a study of silicon, its oxide and their interface. The atomic structure is a simulated model.

Settings
functional: r2SCAN
potential files: Ansatz norm-conserving
basis: plane waves
wave-function cutoff: 1300 eV
density cutoff ratio: 4
exchange-correlation grid ratio: 1
k mesh: 2 x 2 x 1, shifted by 0.5 0.5 0.5 of a step
self-consistency stop: 5e-08 eV per atom in the density residual
occupations: Fermi-Dirac, 0.05 eV
spin: none
net charge: 0

Cell vectors (angstrom)
a  11.5403  0  0
b  0  11.5403  0
c  2.5734  -6.1552  24.63

Atoms and the computed forces on them: element, x, y, z (angstrom), force x, y, z (eV/angstrom)
Si  1.908  1.8962  0.1871  0.2239  -0.1593  -0.1357
Si  2.184  5.9231  0.0627  0.0175  -0.0861  -0.2763
Si  2.2945  10.216  0.0007  -0.0408  0.058  -0.2011
Si  5.9837  1.2917  0.0419  -0.1512  -0.263  -0.1011
Si  6.2345  6.3309  0.0755  0.0372  0.1733  0.003
Si  6.0965  9.618  0.2822  0.103  0.0476  -0.0201
Si  9.3979  2.0071  -0.2327  -0.1533  -0.3569  0.2
Si  9.9943  5.9831  0.5979  -0.059  0.2701  -0.3497
Si  9.8349  9.1757  0.6043  0.1497  -0.2562  -0.1397
Si  4.0413  2.0318  1.3224  0.0199  -0.0398  -0.3035
Si  4.2023  6.011  1.3545  -0.1423  0.0476  -0.1838
Si  4.1181  9.7196  1.4907  -0.1622  0.0222  -0.1953
Si  7.8176  1.6813  1.4772  -0.0739  0.1792  -0.1173
Si  7.903  5.713  1.6259  0.2169  -0.0386  -0.0295
Si  7.8868  9.6725  1.7616  0.1138  -0.1644  -0.0658
Si  11.4884  1.9941  1.4051  -0.1645  -0.0641  -0.5965
Si  12.0094  5.5693  1.6848  -0.0013  0.0699  -0.0914
Si  11.947  9.7136  1.5024  -0.0787  -0.0067  -0.425
Si  4.1661  3.9337  2.7288  -0.06  -0.0842  -0.2943
Si  4.1267  7.8004  2.8456  0.0374  0.0837  -0.0282
Si  4.0887  11.7181  2.8385  -0.1577  0.0406  -0.0483
Si  7.8678  3.6723  2.8412  0.0246  0.0229  -0.194
Si  7.9632  7.6527  2.9576  -0.0117  0.029  0.4323
Si  7.9436  11.5828  3.0684  0.0184  -0.0465  0.0645
Si  11.7805  3.6907  2.9862  0.0667  0.0963  0.1535
Si  11.9529  7.6813  2.8315  0.0983  0.0334  0.2751
Si  11.7376  11.6678  2.8573  0.0068  -0.0674  0.0672
Si  2.2676  3.779  4.2122  -0.0124  -0.0951  0.059
Si  2.2746  7.769  4.2573  -0.0791  -0.0955  -0.2023
Si  2.1709  11.7058  4.241  0.136  -0.0387  -0.0989
Si  5.9865  3.7892  4.2371  0.0305  0.0917  0.1886
Si  6.0073  7.7066  4.2563  0.1743  -0.1098  -0.2221
Si  5.9657  11.6859  4.3174  -0.0633  0.0384  -0.0126
Si  9.8076  3.7662  4.2634  0.0001  0.0057  -0.0843
Si  9.9709  7.6827  4.2103  -0.1747  0.0612  -0.4647
Si  9.8989  11.6193  4.3431  -0.041  -0.0294  -0.0491
Si  2.2494  1.9731  5.8135  0.0624  0.0497  -0.1042
Si  2.2994  5.7662  5.4725  -0.0868  0.0913  -0.032
Si  2.2216  9.7436  5.5402  -0.0776  0.0808  0.0024
Si  5.993  1.9962  5.8435  0.0016  -0.0423  -0.0698
Si  6.0052  5.7306  5.5539  0.0136  -0.0661  0.052
Si  6.0288  9.6739  5.4905  -0.0647  -0.0314  0.1063
Si  9.8706  1.9622  5.8168  0.0558  0.0273  0.0162
Si  9.8216  5.7393  5.5134  -0.0077  -0.0805  0.0083
Si  9.9488  9.6195  5.5117  0.0584  0.0898  0.0273
Si  4.1232  2.0278  7.3381  0.0153  -0.0487  0.1892
Si  4.1335  5.7265  6.9723  0.0345  -0.2129  -0.1393
Si  4.1592  9.7302  6.8695  0.1105  0.1598  -0.2264
Si  7.9506  1.9852  7.2566  -0.0928  -0.051  0.178
Si  7.9036  5.6797  6.9335  -0.0838  -0.0916  -0.1245
Si  7.9898  9.6012  6.752  0.0074  0.0479  -0.2755
Si  11.8315  1.9493  7.1947  -0.0535  -0.0363  0.1189
Si  11.8452  5.8228  6.6492  0.0901  -0.161  -0.334
Si  11.8295  9.7296  6.888  -0.0544  0.2207  -0.1487
Si  4.0903  4.1065  8.7508  -0.2004  0.1735  0.1353
Si  4.1624  7.7586  8.0743  -0.0831  0.0839  0.1778
Si  4.2159  11.4422  8.4841  0.1581  -0.1409  0.2169
Si  7.8199  4.0292  8.6926  0.1478  0.2545  0.1523
Si  7.9651  7.6913  8.0517  -0.029  0.1184  0.2146
Si  8.041  11.3255  8.2734  0.009  0.0268  0.1875
Si  11.8478  4.1304  8.1692  0.0324  0.0756  0.0972
Si  11.8197  7.7066  7.9689  0.0542  -0.1512  0.1487
Si  11.8001  11.4077  8.5751  -0.0487  -0.2162  0.1802
Si  1.9739  4.6669  9.7816  -0.1589  0.2573  0.5966
Si  2.1811  7.6681  9.272  -0.0265  0.0319  0.9479
Si  2.2923  10.7074  9.657  0.0991  -0.309  0.4842
Si  5.8882  4.9379  10.2516  -0.2284  0.2579  0.2325
Si  6.0844  7.9358  9.3854  0.043  0.1985  0.8186
Si  6.2606  11.0023  9.7372  -0.0504  -0.3051  0.3038
Si  9.9851  4.5268  9.4978  0.1872  0.2897  0.4207
Si  9.9254  7.6038  9.2963  0.0005  -0.1631  0.9011
Si  9.773  10.6625  9.7906  0.1106  -0.205  0.5089
Si  10.6186  0.4757  15.5938  0.0822  -0.1031  0.1221
Si  10.9088  2.6529  17.6454  0.2204  -0.0638  -0.0364
Si  13.1835  0.4017  12.2815  0.0181  0.0423  0.4247
Si  15.1644  0.3258  14.3375  0.1035  0.0238  0.2529
Si  12.8075  -1.424  14.5931  0.0586  -0.0877  0.1751
Si  8.0546  12.0256  11.9912  0.0483  -0.1816  0.0813
Si  8.2812  4.8214  15.01  0.0394  0.0542  0.191
Si  11.69  3.0025  11.5616  0.0759  0.252  -0.0468
Si  9.7025  2.4986  13.5491  0.1642  -0.0052  0.315
Si  5.7432  4.6101  13.4544  0.0905  -0.0287  0.3162
Si  13.5322  -3.9604  16.0303  0.0109  0.1747  -0.0768
Si  12.4838  5.4092  17.5845  0.105  -0.1351  -0.0141
Si  5.4969  2.3066  15.3747  -0.26  -0.1454  0.1749
Si  13.0075  -6.083  22.078  0.1875  0.1101  -0.4003
Si  9.2037  -4.137  16.3157  0.1257  -0.0018  -0.1223
Si  6.773  8.5609  15.7945  -0.1245  0.2572  -0.2561
Si  6.1678  4.2418  17.3367  -0.0539  -0.0409  0.0671
Si  6.3306  -0.8651  14.1709  -0.2993  -0.3124  0.1663
Si  10.2223  1.3811  20.2192  0.1381  -0.0919  -0.1487
Si  8.0617  2.4611  18.5869  -0.057  0.0205  0.1441
Si  14.5389  5.7464  19.7427  -0.0673  0.1345  -0.3541
Si  11.5799  -3.5165  17.9615  0.0381  0.2349  0.1268
Si  7.5165  -3.319  18.5495  -0.131  0.0362  0.1162
Si  15.869  4.9064  22.0169  0.1077  -0.0823  -0.2408
Si  12.287  2.5585  22.1073  -0.025  0.0518  -0.1954
Si  14.1298  0.2751  22.7909  -0.0461  -0.0418  -0.2269
Si  5.2954  -4.1956  20.5419  0.0474  0.0698  -0.2621
Si  4.3767  -2.132  22.5323  0.1327  -0.0303  -0.3019
Si  7.6251  12.1387  16.3785  0.0236  -0.1538  0.0924
Si  4.8522  6.3023  15.8301  0.0291  0.1523  0.1075
Si  9.7509  -2.4667  23.0774  -0.0129  -0.0202  0.0761
Si  9.8792  -1.8338  19.9812  0.0081  0.0932  -0.3883
O  12.4577  4.0401  21.427  0.0897  0.0708  0.311
O  1.4221  2.7071  -1.1981  0.1074  0.0372  0.2813
O  13.5645  1.5276  21.886  -0.0672  -0.0243  0.3511
O  1.2279  6.9899  -0.8561  0.1819  -0.3967  0.1312
O  11.5652  6.4568  18.4469  0.1663  0.1296  -0.294
O  5.3537  -1.2859  23.5377  -0.4505  0.2014  0.1762
O  10.3386  1.1207  14.1438  -0.1324  0.2062  -0.0133
O  6.5285  5.1348  -1.0677  0.0409  -0.0525  -0.1475
O  6.2577  7.9872  -0.3809  -0.1513  0.0743  0.2525
O  6.0569  -0.346  -0.4732  -0.0289  0.016  0.3718
O  8.7932  -3.751  23.4547  0.1116  0.0014  0.0406
O  4.7145  5.4711  14.419  0.2628  -0.0602  -0.0095
O  8.6483  3.3798  -0.8463  0.1877  -0.2753  -0.1783
O  12.0656  -5.2868  23.1544  0.2338  0.4414  0.3665
O  10.2376  5.8833  -1.04  0.0935  0.0863  0.4434
O  2.3127  0.3164  -0.0834  -0.2484  0.0398  -0.1783
O  15.5948  6.9781  19.5409  0.0138  -0.242  0.3432
O  8.7327  2.0604  20.0263  0.1836  -0.0067  -0.2753
O  5.1024  5.4833  17.2594  0.1692  -0.1283  -0.246
O  6.2692  7.0374  15.6908  -0.1091  -0.0127  0.087
O  6.6905  -0.6071  15.7884  0.1072  0.1884  -0.1825
O  4.2565  1.2715  15.4664  0.2311  -0.0278  -0.3205
O  7.0483  1.7648  15.3936  -0.1115  -0.0882  0.045
O  9.9023  9.0225  10.2058  -0.0161  0.4009  -0.7436
O  5.5314  4.5843  11.8436  0.2148  0.0488  -0.5558
O  6.0379  6.6008  10.3758  -0.0028  -0.6481  -0.388
O  9.9827  6.1233  10.1399  -0.0847  -0.3022  -0.7548
O  11.3531  1.5939  16.5076  -0.2769  -0.0036  -0.0046
O  6.1717  9.3839  10.2598  -0.0493  0.1984  -0.7422
O  9.1539  3.4986  14.6901  -0.1141  -0.0285  -0.1913
O  14.1929  1.1536  13.3293  -0.1585  -0.3493  -0.1174
O  10.4845  3.2879  10.5018  -0.1655  0.2622  0.13
O  10.9652  3.3552  12.9652  -0.0831  -0.2601  -0.2939
O  14.1266  -0.0843  11.0795  -0.294  -0.0829  -0.1363
O  9.1676  11.664  16.2409  -0.0921  0.2293  -0.0653
O  8.4593  -4.4085  17.763  0.035  0.2374  -0.1828
O  9.275  -5.487  15.4049  -0.2335  0.0013  0.1251
O  12.5459  -0.9061  13.0568  0.1834  0.3134  -0.033
O  7.5978  11.1042  13.2711  -0.0313  0.2564  -0.2643
O  2.1799  9.0945  10.1405  0.0021  0.3769  -0.7421
O  14.2522  -0.8055  15.0618  -0.1146  0.0867  -0.2921
O  6.0618  -2.4399  14.4035  0.2762  0.1976  0.3435
O  5.4417  3.0958  13.9701  0.1355  0.1637  0.0291
O  10.637  -3.472  16.6339  -0.0228  -0.1726  0.1881
O  5.2412  3.0452  16.7774  0.3385  0.204  -0.1923
O  16.884  6.1807  21.7094  -0.3018  -0.1193  -0.044
O  2.0754  6.2916  10.2288  0.1248  -0.3365  -0.7607
O  12.1035  1.4298  11.6467  -0.008  -0.0207  0.0573
O  6.6675  -4.1078  19.6848  -0.1095  0.0467  -0.0376
O  9.5472  9.1879  -0.9942  0.085  -0.0258  0.2201
O  16.4863  -0.2625  13.5697  0.1014  0.1176  0.2429
O  11.0991  -2.4897  19.1101  -0.2344  -0.1022  -0.0138
O  1.47  3.883  11.1732  -0.0707  0.0141  -0.301
O  13.3541  6.3304  20.7353  0.2077  -0.3414  0.2369
O  10.079  -0.2253  20.0555  -0.0211  0.037  0.1059
O  9.3355  11.3709  11.2234  0.0114  -0.0889  -0.2366
O  8.4571  -2.1957  19.2718  0.1747  -0.1044  -0.0006
O  7.2915  5.0813  13.7342  -0.1675  -0.1582  0.1132
O  14.744  -1.07  22.0534  0.124  -0.0177  0.394
O  9.949  7.5839  0.9295  0.0784  0.221  -0.3491
O  8.381  8.5537  15.5143  -0.2318  -0.2661  0.2976
O  13.8932  5.1968  18.3717  -0.0972  0.198  0.1808
O  8.5298  1.9676  12.5198  0.0645  -0.0564  -0.0243
O  3.5964  7.3265  15.9584  -0.0194  -0.2051  0.011
O  9.9277  -2.4406  21.4726  -0.0621  0.0825  0.3631
O  13.0968  -3.1726  17.4224  -0.2617  -0.3599  -0.2463
O  7.4069  1.1003  17.9161  0.2125  0.2789  -0.2095
O  7.361  4.5288  16.2971  -0.0983  -0.0105  -0.0769
O  12.9839  -3.0397  14.7835  0.0654  0.1107  0.2337
O  6.9302  3.6581  18.6816  0.0834  -0.0968  -0.307
O  5.0889  -2.7149  21.1991  -0.1453  -0.1587  0.2939
O  11.737  4.0057  17.396  -0.0545  0.0462  0.0658
O  9.3033  2.9482  17.6269  -0.0636  -0.1833  0.1922
O  11.2398  1.9715  19.083  -0.3938  0.0283  0.0353
O  6.7608  12.0282  10.9746  -0.132  -0.3536  -0.0947
O  10.9246  1.8113  21.6147  0.0903  0.0631  0.0093
O  14.458  -6.2937  22.8123  -0.065  -0.0361  -0.1571
O  6.5605  8.9224  17.4133  0.2727  -0.3115  -0.1836
O  12.8237  6.0954  16.1295  0.0684  0.2189  0.2413
O  15.3417  4.5119  20.496  0.0169  0.3708  0.4216
O  16.542  3.7414  22.9573  -0.2353  0.332  0.7173
O  11.5714  -0.8326  15.4879  0.0936  0.1112  -0.2187

Results
free energy: -50294.347 eV
free energy less fixed offsets of O -463.61, Si -117.95 eV per atom: -11.527 eV
pressure: -2.35 GPa
stress xx, yy, zz, yz, xz, xy (GPa, positive in tension): 1.55, 3.64, 1.87, 0.15, 0.33, -0.73
